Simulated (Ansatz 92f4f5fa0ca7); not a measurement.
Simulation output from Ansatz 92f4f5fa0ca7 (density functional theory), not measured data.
Periodic cell of 213 atoms, Si132O78H3, from a study of silicon, its oxide and their interface. The atomic structure is a simulated model.
Doubt: the cutoff is low for norm-conserving oxygen, so forces and energies are approximate.

Settings
functional: HSE06
potential files: SPMS norm-conserving
basis: plane waves
wave-function cutoff: 800 eV
density cutoff ratio: 4
exchange-correlation grid ratio: 1
k mesh: 1 x 1 x 1, Gamma-centred
occupations: fixed
spin: none
net charge: -1 e, with a uniform compensating background and no finite-size correction

Cell vectors (angstrom)
a 10.938 0 0
b 0 10.938 0
c 0 0 31.231

Atoms: element, x, y, z (angstrom)
Si 10.4334 0.5416 23.7553
Si 6.1161 10.3332 23.8679
Si 2.2709 3.1128 23.7657
Si 8.6382 2.3675 23.8037
Si 0.6568 4.9703 23.8505
Si 4.9953 5.9359 23.8747
Si 3.2844 7.6347 23.9012
Si 7.7905 8.5317 23.828
Si 1.2876 1.4086 25.068
Si 6.953 1.2721 25.0613
Si 4.059 4.089 25.0215
Si 9.7065 4.0689 25.0368
Si 1.5184 6.7219 25.1614
Si 6.7863 6.8526 25.1246
Si 4.2222 9.4823 25.0382
Si 9.5626 9.6067 24.9882
Si 2.757 -0.0288 26.2969
Si 8.2741 -0.0286 26.5223
Si 0.0297 2.7486 26.5498
Si 5.4997 2.6932 26.3105
Si 2.8003 5.386 26.5867
Si 8.248 5.4413 26.3379
Si 0.0432 8.193 26.3157
Si 5.5028 8.2073 26.5716
Si 4.1069 1.3527 27.7183
Si 9.6086 1.3547 27.8707
Si 1.3877 4.0847 27.911
Si 6.866 4.0686 27.7247
Si 4.147 6.8078 27.892
Si 9.5875 6.8449 27.729
Si 1.3974 9.5558 27.7283
Si 6.8728 9.5813 27.8792
Si 0.0438 -0.0328 29.1748
Si 5.4578 0.0173 29.1712
Si 2.768 2.6947 29.188
Si 8.2032 2.7281 29.1752
Si -0.0137 5.49 29.1782
Si 5.5243 5.422 29.1833
Si 2.7338 8.2 29.1744
Si 8.2331 8.179 29.1808
Si 1.3673 1.3673 30.5472
Si 6.8362 1.3673 30.5472
Si 4.1018 4.1018 30.5472
Si 9.5708 4.1018 30.5472
Si 1.3673 6.8362 30.5472
Si 6.8362 6.8362 30.5472
Si 4.1018 9.5708 30.5472
Si 9.5708 9.5708 30.5472
Si 2.7345 0 0.6835
Si 8.2035 0 0.6835
Si 0 2.7345 0.6835
Si 5.469 2.7345 0.6835
Si 2.7345 5.469 0.6835
Si 8.2035 5.469 0.6835
Si 0 8.2035 0.6835
Si 5.469 8.2035 0.6835
Si 4.065 1.3999 2.0598
Si 9.5459 1.3828 2.0523
Si 1.3894 4.0792 2.0419
Si 6.7958 4.1444 2.0646
Si 4.1192 6.8191 2.0429
Si 9.5404 6.8661 2.0558
Si 1.3379 9.6025 2.052
Si 6.8362 9.5604 2.0493
Si -0.0404 0.0313 3.4648
Si 5.4423 0.0083 3.3557
Si 2.7228 2.7614 3.5205
Si 8.1526 2.7561 3.3835
Si -0.003 5.4616 3.3258
Si 5.4367 5.4916 3.5251
Si 2.741 8.21 3.3305
Si 8.1561 8.2054 3.4972
Si 1.2916 1.4202 4.8776
Si 6.7302 1.4137 4.7165
Si 4.0776 4.1335 4.9642
Si 9.5385 4.1505 4.6769
Si 1.3839 6.8237 4.6309
Si 6.7846 6.8676 4.9503
Si 4.0788 9.5771 4.694
Si 9.4918 9.6262 4.8493
Si 2.6881 -0.0501 6.0921
Si 8.0984 0.1429 6.1479
Si -0.1224 2.8403 6.1756
Si 5.5071 2.7403 6.2661
Si 2.6591 5.5998 6.2305
Si 8.1424 5.3383 6.1604
Si -0.0076 8.137 5.9847
Si 5.3791 8.3396 6.2654
Si 4.4325 0.8889 7.3597
Si 8.9387 1.9968 7.361
Si 0.7833 4.6812 7.3578
Si 7.2192 3.7013 7.6393
Si 3.5164 7.4699 7.4747
Si 9.9937 6.3509 7.2038
Si 1.6603 9.1272 7.3018
Si 6.262 10.2763 7.3893
H 9.3791 1.5096 8.71
O 3.9235 0.8308 8.97
O 6.5544 10.3969 9.0532
O 0.8221 9.6574 8.6639
O 3.9478 7.1294 9.0568
O 9.8092 6.7728 8.8044
O 0.9878 4.5302 9.0165
H 2.8303 7.9322 22.5095
H 5.3857 5.6107 22.4618
O 7.9903 3.156 22.4231
O 0.1472 11.06 22.2758
O 0.4998 5.6618 22.3277
O 2.5875 2.5155 22.2182
O 5.8948 -0.1476 22.2938
O 8.1523 7.8809 22.3172
Si 10.9774 9.2246 13.9682
Si 5.8961 8.1429 16.3841
Si 9.1677 0.9524 19.1405
Si 3.2447 7.1166 17.5453
Si 2.2943 4.5821 18.9844
Si 0.7124 2.4347 14.5489
Si 7.1595 5.7739 11.5676
Si 8.6447 3.1546 20.9276
Si 5.4944 3.3589 11.993
Si 1.2363 3.7077 10.381
Si 2.4629 0.764 18.2801
Si 2.9672 9.3938 19.7018
Si 5.9703 3.5755 16.1292
Si 3.1337 2.291 20.7076
Si 7.2856 5.9715 14.6123
Si 6.1646 1.2428 14.283
Si 9.975 4.8046 15.6376
Si 8.3577 3.6456 18.0661
Si 10.7194 1.5223 11.7045
Si 3.999 10.011 14.6444
Si 3.5893 1.5592 10.3713
Si 6.7917 9.4038 10.3067
Si 5.1442 -0.173 20.8714
Si 0.5326 9.6195 10.2479
Si 2.4595 10.0891 12.2025
Si 8.9242 7.8845 20.8803
Si 7.281 9.5614 18.862
Si 8.4284 10.704 12.8036
Si 3.0443 5.4114 12.3729
Si 10.7704 5.2842 20.8964
Si 9.1744 7.4636 10.0967
Si 1.4722 6.6341 14.89
Si 4.7029 7.244 10.4856
Si 2.8974 3.0977 16.4985
Si 1.1595 10.6774 16.0281
Si 0.1152 10.3107 20.8365
O 7.8288 8.2931 9.7247
O 10.0576 9.0385 20.9133
O 8.0843 4.0408 19.6496
O 4.8209 7.2551 17.2029
O 11.0108 9.5546 15.5809
O 9.3626 4.582 17.1549
O 3.1913 1.6127 17.1028
O 4.1157 9.4579 20.87
O 0.7367 1.9953 12.9815
O 8.4855 1.5803 20.4966
O 3.2932 3.7746 20.0155
O 0.965 5.1852 19.7159
O 3.1267 0.5139 11.5729
O 2.3695 7.2323 16.1527
O 6.0087 2.3256 13.1157
O 8.4717 10.5935 18.4787
O 6.6676 9.0814 17.4468
O 5.0722 9.0039 15.2939
O 6.2301 10.4715 19.7025
O 3.6415 6.7477 11.6357
O 0.6163 7.6885 13.9443
O 10.2898 8.5483 10.6763
O 10.3818 3.4081 14.8869
O 4.7351 0.4933 14.4273
O 1.9382 9.1474 10.9792
O 9.4743 9.5478 13.3798
O 2.6687 10.2405 15.5587
O 4.467 1.333 20.7257
O 6.0113 6.2721 10.5277
O 2.0803 1.5766 19.6513
O 3.5326 10.5577 18.6906
O 4.9057 2.4344 10.7908
O 0.5388 1.1111 15.4448
O 2.3595 2.5737 10.1129
O 4.288 4.3426 12.5371
O 6.3727 4.6881 15.0174
O 2.7389 8.1365 18.718
O 8.861 5.5736 14.7331
O 5.3414 8.7446 10.7508
O 6.8791 4.1622 11.6151
O 6.9379 6.3935 13.0805
O 0.2228 0.2255 10.7747
O 6.8412 3.776 17.4861
O 1.189 -0.0356 17.6386
O 10.1672 3.7612 21.0662
O 6.3891 2.0689 15.6684
O 9.2511 1.0985 12.2994
O 7.8432 8.2633 19.6987
O 1.8841 3.7412 17.6269
O 1.7947 4.738 11.5432
O 4.3648 3.7868 16.3625
O 2.1461 3.0954 15.0411
O 1.5775 9.7205 20.4596
O 7.4877 10.1293 11.6006
O 10.6012 0.433 19.6882
O 3.5647 9.4069 13.1885
O 10.7903 2.8946 10.8023
O 9.6405 6.4345 20.5582
O 6.9824 7.2176 15.6137
O 1.1042 10.2096 13.1781
O 7.4197 0.2305 14.0127
O 0.3878 5.7047 15.6788
O 9.1059 2.1693 18.0399
O 2.4684 5.8459 13.8559
O 8.667 6.2683 11.1256
O 3.2161 5.7303 18.3541

Results
free energy: -49936.799 eV
free energy less fixed offsets of H -15.86, O -447.96, Si -113.29 eV per atom: 5.941 eV
gap between the highest filled and lowest empty level on this k mesh: 0.722 eV

The program warned: the cutoff lies below the one the program advises for these potential files; the forces do not sum to zero within the program's tolerance; the exchange-correlation potential is rough where the density is thin.
